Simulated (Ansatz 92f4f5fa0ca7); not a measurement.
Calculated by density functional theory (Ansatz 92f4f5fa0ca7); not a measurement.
Periodic cell of 238 atoms, Si134O104, from a study of silicon, its oxide and their interface. The atomic structure is a simulated model.

Settings: functional r2SCAN; potential files Ansatz norm-conserving; basis plane waves; wave-function cutoff 1300 eV; density cutoff ratio 4; exchange-correlation grid ratio 1; k mesh 2 x 2 x 1, shifted by 0.5 0.5 0.5 of a step; self-consistency stop 5e-08 eV per atom in the density residual; occupations Fermi-Dirac, 0.05 eV; spin none; net charge 0.

Cell vectors (angstrom)
a, 11.5403, 0, 0
b, 0, 15.3871, 0
c, -3.929, -2.7189, 24.4433

Atoms and the computed forces on them: element, x, y, z (angstrom), force x, y, z (eV/angstrom)
Si, 0.8567, 0.5541, 1.5392, -0.136, 0.1222, 0.05
Si, 3.495, 3.2473, -0.2318, 0.6583, 0.7557, -0.3152
Si, 1.7604, 7.4476, -1.2157, -0.0982, 0.2397, -0.0586
Si, -0.0643, 12.9512, -1.0146, -0.1149, 0.0521, 0.0955
Si, 6.4481, -0.5097, 0.4372, -0.0331, 0.4131, -0.5678
Si, 13.0801, 4.3136, -0.8794, -0.355, 0.1281, -0.1813
Si, 4.6486, 7.8949, -0.4363, 0.0412, 0.1468, 0.2779
Si, 5.2434, 12.4071, -1.7479, -0.1284, -0.0414, -0.3505
Si, 10.4472, 0.3687, 0.1767, 0.2229, 0.1655, -0.4535
Si, 8.0515, 4.9586, 1.4664, 0.009, -0.4818, -1.0625
Si, 6.6344, 9.9368, -1.9121, 0.0107, -0.2688, -0.1847
Si, 7.9629, 11.6819, 1.7409, 0.5809, 0.0307, -0.6164
Si, 4.5712, 0.3256, 1.619, -0.1232, 0.0571, 0.0274
Si, 3.6599, 4.0887, 1.9842, 0.2088, 0.2108, 0.1736
Si, 3.9065, 8.0901, 1.848, 0.1769, 0.0123, -0.3016
Si, 3.9859, 12.0011, 1.8814, 0.0057, -0.0889, 0.0747
Si, 8.4251, 0.2177, 1.5029, 0.1859, -0.0701, -0.0197
Si, 5.9239, 4.9384, -0.6751, 0.0922, 0.1995, -0.3963
Si, 11.635, 8.1506, -3.7642, -0.1318, 0.031, -0.0388
Si, 9.301, 10.8857, -0.8554, -0.1382, -0.3669, -0.2162
Si, 2.8278, 0.9108, 0.1491, 0.0938, -1.1201, -0.2539
Si, 12.8338, 4.2908, 2.095, -0.5441, -0.1686, -0.4751
Si, 13.0241, 8.0724, 1.7973, -0.1504, -0.1355, -0.7204
Si, 13.0017, 12.0594, 1.7341, -0.3837, 0.3053, -0.7076
Si, 4.4734, 2.1733, 3.1037, -0.1468, 0.0241, -0.0313
Si, 4.3539, 6.1425, 3.0973, -0.0879, 0.0411, -0.316
Si, 4.3817, 10.0282, 3.135, 0.0212, -0.0841, -0.1972
Si, 4.4304, 13.9185, 3.1283, -0.1811, 0.0775, 0.3562
Si, 8.3657, 2.1227, 2.9621, 0.0602, 0.5024, -0.3882
Si, 8.2396, 6.6372, 3.0439, -0.0778, 0.9456, 0.1327
Si, 8.1896, 9.7672, 3.1282, -0.0932, -0.6403, -0.1133
Si, 8.423, 13.748, 2.9601, 0.0096, -0.1382, 0.34
Si, 12.237, 2.2811, 3.124, -0.0102, -0.0182, 0.0804
Si, 12.2534, 6.2762, 3.1534, -0.0004, 0.236, 0.1041
Si, 12.2832, 10.0633, 2.8784, -0.0069, -0.166, 0.1332
Si, 12.3727, 13.9793, 2.9769, 0.0518, 0.2152, -0.041
Si, 2.5944, 2.1883, 4.522, -0.112, -0.0738, 0.1462
Si, 2.55, 6.2372, 4.5995, 0.166, -0.0847, 0.195
Si, 2.4808, 10.0284, 4.4924, 0.1492, -0.076, 0.2594
Si, 2.5687, 14.0056, 4.5411, 0.2257, -0.0116, 0.116
Si, 6.449, 2.2599, 4.3606, -0.1306, 0.0584, 0.1681
Si, 6.3417, 6.2311, 4.3822, -0.2328, 0.091, 0.2514
Si, 6.3145, 9.9759, 4.4921, -0.1795, -0.0431, 0.101
Si, 6.4638, 13.8982, 4.346, -0.1273, -0.059, 0.0871
Si, 10.2486, 2.2392, 4.3805, 0.2303, -0.0135, 0.1606
Si, 10.1931, 6.2838, 4.3484, 0.3358, -0.1154, 0.1559
Si, 10.2668, 10.0056, 4.2657, 0.2649, 0.0464, -0.0328
Si, 10.3776, 13.8736, 4.3059, -0.0896, -0.0695, -0.044
Si, 2.5638, 0.4014, 6.0345, -0.1557, -0.0058, -0.1065
Si, 2.5926, 4.1994, 5.752, 0.0255, -0.0231, -0.0005
Si, 2.543, 8.1596, 5.9793, -0.0407, 0.0723, -0.1877
Si, 2.5358, 11.9997, 5.7595, -0.0666, -0.0298, 0.1648
Si, 6.4443, 0.3809, 5.8429, 0.1418, -0.139, -0.121
Si, 6.39, 4.238, 5.6499, 0.22, -0.0265, -0.0703
Si, 6.2667, 8.0871, 5.8962, 0.1112, 0.0349, -0.2078
Si, 6.3733, 11.9842, 5.7147, 0.1321, 0.0902, 0.0842
Si, 10.3349, 0.3567, 5.8134, -0.1217, -0.0891, -0.073
Si, 10.2354, 4.2537, 5.6401, -0.1742, 0.0469, -0.0611
Si, 10.2576, 8.1629, 5.8024, -0.2124, 0.0019, -0.0045
Si, 10.3177, 11.9373, 5.6269, -0.0273, 0.1292, 0.2371
Si, 4.5277, 0.3969, 7.2945, -0.0489, 0.0302, -0.0068
Si, 4.5168, 4.2131, 7.0964, 0.0074, -0.019, -0.1785
Si, 4.4546, 8.1509, 7.3795, -0.0197, 0.0327, 0.1081
Si, 4.4556, 11.9695, 7.1141, 0.1617, -0.0315, -0.2233
Si, 8.4183, 0.3564, 7.1961, -0.1423, -0.0098, 0.0775
Si, 8.2954, 4.2544, 7.0005, -0.0916, -0.1241, -0.1938
Si, 8.2554, 8.1499, 7.1701, 0.0612, -0.0408, -0.0146
Si, 8.364, 11.9825, 6.9819, -0.0286, 0.1301, -0.2481
Si, 12.1593, 0.3387, 7.3522, 0.1178, 0.0306, 0.1131
Si, 12.1803, 4.2143, 7.0151, 0.0682, -0.0098, -0.253
Si, 12.1213, 8.1605, 7.2633, 0.1358, -0.0224, 0.1065
Si, 12.1655, 11.9931, 7.1212, -0.1277, -0.2913, -0.1949
Si, 4.5491, 2.3696, 8.5819, 0.1118, 0.0883, 0.2499
Si, 2.5024, 5.8563, 9.7756, -0.0392, -0.2267, 0.7351
Si, 4.4744, 10.1829, 8.6607, -0.0694, 0.0687, 0.0131
Si, 4.4695, 13.8096, 8.5768, 0.0329, -0.1723, 0.1333
Si, 8.3626, 2.3651, 8.4414, 0.0135, 0.0935, -0.0583
Si, 8.2484, 6.1295, 8.4198, -0.0696, -0.0273, 0.0377
Si, 8.2178, 10.1626, 8.4349, -0.0165, -0.0182, -0.1017
Si, 6.458, 13.3492, 9.7258, 0.0891, 0.7665, 0.5419
Si, 12.2244, 2.3871, 8.5119, -0.1279, 0.1407, 0.1088
Si, 12.1468, 6.1045, 8.4144, -0.0402, 0.0085, -0.0405
Si, 12.137, 10.1445, 8.5809, 0.0699, 0.1151, -0.1051
Si, 12.1673, 13.7446, 8.7097, -0.2063, 0.025, -0.1529
Si, 2.6017, 2.7428, 9.8861, -0.1603, 0.2683, 0.6132
Si, 4.4621, 6.0742, 8.5248, 0.11, -0.0326, 0.043
Si, 2.5229, 10.6162, 9.9443, 0.0031, -0.2074, -0.2422
Si, 2.5806, 13.3001, 9.9763, 0.0685, 0.4828, 0.6105
Si, 6.5186, 2.5743, 9.9023, 0.1711, 0.0807, 0.5909
Si, 6.3773, 5.6799, 9.8411, 0.0566, 0.0285, 0.6719
Si, 6.4231, 10.9696, 9.799, 0.1083, -0.6797, 0.5137
Si, 8.4193, 13.7796, 8.5422, 0.0724, 0.0128, -0.2598
Si, 10.278, 3.1098, 9.5531, 0.0614, -0.6569, 0.3666
Si, 10.1916, 5.4475, 9.4688, -0.0244, 0.6315, 0.4075
Si, 10.1015, 10.6672, 9.68, -0.1142, -0.705, 0.4172
Si, 10.2463, 13.0047, 9.8969, -0.0523, 0.4742, 0.6959
Si, -3.3593, 11.8772, 14.8102, -0.0892, 0.2252, 0.2281
Si, 3.0866, 0.3487, 12.0029, -0.0623, -0.0198, 0.1459
Si, 9.8923, 7.9193, 14.7316, -0.1852, -0.2539, 0.2474
Si, 8.2751, 5.3353, 14.009, 0.073, -0.1141, 0.1284
Si, 0.1609, -3.1534, 19.9011, 0.0026, 0.1018, -0.1534
Si, 11.1865, 3.9727, 17.0665, -0.1136, -0.0428, 0.0157
Si, 1.6688, 1.5854, 17.5614, 0.0898, -0.0505, 0.0071
Si, 7.8102, -0.476, 14.7186, 0.2201, -0.1419, 0.2012
Si, 0.7047, 4.2622, 14.3357, 0.0355, -0.0912, 0.1063
Si, 10.9552, 9.7007, 12.2953, -0.1131, -0.0199, 0.2424
Si, 4.4743, -3.8537, 19.641, 0.035, 0.0457, -0.1952
Si, 8.2646, 4.7956, 16.9854, -0.1152, 0.035, -0.1854
Si, 10.1935, 4.3739, 12.0628, -0.1477, -0.0115, 0.4642
Si, 6.2309, 7.095, 12.6813, 0.0373, -0.0897, 0.4159
Si, 6.4693, 10.0056, 12.884, 0.0011, 0.0474, 0.1489
Si, 10.9293, -0.5751, 14.8114, -0.163, 0.0865, 0.0399
Si, 6.8918, 3.1219, 18.9116, 0.0643, 0.2215, 0.053
Si, 2.8771, 8.7925, 16.6337, -0.0276, -0.0029, 0.043
Si, 2.0562, 8.6676, 11.3308, -0.0076, -0.254, 0.3878
Si, 7.9094, 7.4381, 18.46, 0.1377, -0.1322, 0.1174
Si, 6.7869, 16.003, 17.4829, 0.3249, -0.1828, -0.2174
Si, 10.7334, -2.8485, 12.9686, -0.0261, 0.1948, 0.2585
Si, 6.2755, 0.1833, 11.9842, 0.2325, 0.0037, 0.1184
Si, 5.5623, 9.1304, 18.125, -0.1158, -0.0266, 0.0229
Si, 4.8224, 2.5645, 23.0322, 0.0217, 0.1681, -0.3035
Si, 1.6857, 1.4609, 14.5303, -0.3327, 0.1434, 0.1693
Si, 0.478, -1.327, 17.5982, -0.1876, 0.0665, -0.0515
Si, 5.1154, 5.6275, 22.0959, 0.2052, -0.1997, -0.2224
Si, 0.7943, 6.5237, 16.1926, 0.1276, 0.0639, 0.0592
Si, 2.3705, -3.759, 21.8925, 0.0041, 0.118, -0.4861
Si, 8.0789, 9.5968, 16.6615, 0.115, 0.244, -0.0068
Si, 5.7958, -0.9441, 19.683, 0.0602, -0.0591, -0.0306
Si, 10.1555, -4.1429, 22.2718, -0.0522, 0.118, -0.2664
Si, 4.4799, 1.5277, 18.7018, -0.1999, 0.1292, 0.1073
Si, 1.996, 9.791, 25.0051, -0.031, -0.374, -0.1706
Si, 6.747, 0.0877, 22.4444, -0.0613, 0.1133, -0.1188
Si, 3.9523, 8.7115, 13.6553, 0.1176, -0.0156, 0.2042
Si, 1.9097, 11.4378, 17.7875, 0.0943, -0.1031, -0.2472
O, 12.1798, 3.4206, -1.9096, -0.0545, 0.0702, 0.2375
O, 1.0474, 7.8535, 0.1918, 0.361, -0.0183, 0.3314
O, 3.2745, 8.061, -1.3123, 0.0083, -0.1648, 0.1709
O, 0.7261, 12.2913, 0.2469, 0.2195, -0.0479, 0.331
O, 2.6884, -0.1599, -1.1479, 0.0087, 0.289, 0.2254
O, 5.1965, 6.3928, -0.7489, 0.119, -0.1565, 0.0734
O, 5.7923, 9.0123, -0.846, -0.1119, -0.0051, -0.045
O, -1.1456, 11.8512, -1.5838, 0.0666, 0.0279, 0.2365
O, 6.5278, 4.7503, 0.8371, 0.2726, 0.0442, 0.1132
O, 12.2262, 4.3467, 0.5261, 0.3963, -0.0298, 0.1948
O, 7.5408, 8.8627, -2.7774, -0.0506, 0.3429, 0.4493
O, 9.2593, 11.3576, 0.6903, -0.4842, 0.1684, 0.2594
O, 4.8913, 3.7336, -1.0615, -0.2556, -0.0753, 0.4366
O, 8.5393, 3.5136, 2.0346, -0.2682, -0.0927, 0.3733
O, 8.1942, 8.2224, 2.4076, 0.0162, -0.2068, 0.5742
O, 0.7451, 11.0835, 18.8826, 0.0869, 0.3226, 0.0807
O, 13.3139, 5.8363, -1.4277, -0.0742, -0.0962, 0.1765
O, 0.9081, 8.1432, -2.3857, -0.0462, -0.1461, 0.0589
O, 9.5956, 9.2844, -1.1045, -0.2251, 0.3161, -0.115
O, 6.441, 9.6107, 16.8168, 0.1027, -0.1459, 0.1779
O, 3.6298, 12.802, -1.8001, 0.3086, -0.1407, 0.1137
O, 3.7554, -4.0906, 21.0807, -0.1204, 0.1418, -0.0051
O, 6.645, -0.6838, 21.0308, -0.1503, 0.0968, 0.0197
O, 10.9801, -1.0639, 16.3701, 0.2471, 0.0128, -0.0293
O, 8.9967, 5.3667, 0.1905, -0.2033, -0.1906, 0.2984
O, 5.5427, 10.9679, -2.5691, -0.0237, 0.1982, 0.4147
O, 10.3716, 1.7038, -0.8233, 0.007, -0.2593, 0.0935
O, 5.7269, 1.3681, 22.4267, 0.1049, -0.1507, 0.2259
O, 7.1853, 4.937, -1.7162, -0.1762, -0.0137, 0.4598
O, 10.07, 8.5607, -3.581, 0.1422, -0.0925, 0.2509
O, 4.0375, 8.7357, 17.76, 0.0792, 0.1308, -0.0902
O, 7.7484, 11.03, -1.3788, 0.2684, -0.2369, 0.1007
O, -0.8837, 14.3222, -0.6405, 0.0381, 0.136, 0.1489
O, 2.6003, 1.6276, 11.1076, 0.0687, 0.0415, -0.1278
O, 2.5423, 4.3221, 10.5129, -0.0441, -0.0165, -0.8331
O, 2.4582, 7.1359, 10.844, -0.0364, 0.3538, -0.1866
O, 2.0306, 10.1896, 16.7499, 0.1294, -0.0075, 0.2094
O, 0.5, 2.734, 17.7199, 0.0584, 0.0014, -0.1434
O, 1.3869, 5.6292, 14.9346, -0.3583, -0.0743, 0.1262
O, 6.7566, 1.5244, 11.171, -0.2235, 0.0199, -0.3585
O, 11.5478, -1.7332, 13.8368, -0.1973, -0.0364, -0.0998
O, 0.441, 8.7283, 11.5087, 0.1449, 0.0815, -0.0341
O, 6.311, 6.7315, 11.1087, 0.0086, -0.2749, -0.1083
O, 6.6199, 10.5469, 11.3821, -0.0708, 0.1815, -0.3146
O, 9.6299, 4.0764, 17.5592, 0.1019, 0.1552, -0.1654
O, 6.6056, 14.1983, 11.1697, -0.1123, -0.2032, -0.3117
O, 6.9794, 0.0788, 13.4491, -0.1735, -0.0187, -0.4171
O, 10.2596, -2.1363, 11.5717, 0.0406, -0.3079, -0.3995
O, 2.5722, 8.8645, 12.8585, 0.0381, -0.1819, -0.2477
O, 9.7871, 10.0018, 11.2023, 0.2459, 0.2761, -0.1982
O, -4.3612, 10.9516, 13.9632, 0.0419, -0.1415, -0.1491
O, 7.4527, 15.7702, 16.0447, -0.0836, -0.0221, 0.0233
O, 3.621, 8.7094, 15.2186, -0.0211, -0.0073, -0.2107
O, 6.7375, 14.6245, 18.3565, -0.2641, 0.3515, 0.1238
O, 9.5027, -3.3131, 13.9163, 0.1022, 0.0232, -0.1387
O, 8.6247, 8.8827, 18.0624, -0.3592, -0.2037, -0.2255
O, 8.225, 6.4067, 17.2318, -0.0243, -0.0626, 0.1582
O, 11.1594, 3.752, 15.4496, 0.2243, 0.1989, 0.0392
O, 4.7068, 7.3413, 13.1964, 0.0919, 0.2565, -0.1644
O, 10.1111, 5.7161, 11.1205, 0.0368, -0.6911, -0.2874
O, 5.2516, 1.1715, 17.292, 0.0855, -0.0247, 0.4234
O, 4.6853, 0.3209, 12.1589, -0.1121, -0.0494, -0.1921
O, -0.448, 7.4788, 15.7428, -0.0166, -0.1134, -0.1676
O, 6.4617, 4.1395, 10.4959, 0.0777, 0.1205, -0.6809
O, 0.3551, 5.4295, 17.3342, -0.1228, -0.1123, -0.2887
O, 9.3892, -0.2871, 14.4138, -0.0278, -0.1587, 0.0274
O, 10.3032, 2.9631, 11.2314, -0.036, 0.6951, -0.411
O, 8.8366, 4.262, 12.942, 0.2334, 0.2241, -0.1109
O, 8.6636, 8.6572, 15.4838, 0.1049, 0.0073, 0.0179
O, 5.4856, 10.3119, 19.2528, -0.1869, 0.0396, -0.0546
O, 11.5962, 11.1725, 12.6918, -0.1769, -0.119, -0.1999
O, 1.921, 7.4985, 16.8094, 0.0002, 0.0912, -0.1089
O, 1.3734, -2.833, 20.953, 0.0306, -0.1431, 0.03
O, 0.1847, 0.8182, 14.6012, 0.3309, -0.0151, 0.0076
O, 2.2589, 1.4686, 16.049, -0.2201, 0.0376, -0.0258
O, 2.9375, 1.9683, 18.5104, 0.0848, -0.1468, -0.1314
O, 2.5357, 0.544, 13.5204, 0.036, 0.005, -0.4175
O, 1.7118, 3.0206, 14.0501, -0.1593, -0.1404, 0.0823
O, -4.0379, 13.3383, 15.0464, 0.2129, 0.0582, -0.1713
O, 9.34, 6.5558, 14.065, -0.054, 0.0505, 0.0489
O, -0.2334, -1.8655, 18.9716, 0.2949, -0.2572, -0.0368
O, 10.4393, 8.9468, 13.6215, 0.0869, 0.1729, -0.3238
O, 7.5905, 1.7308, 18.3942, -0.3924, 0.0534, -0.0284
O, 5.2785, -2.4613, 19.6989, -0.106, -0.0457, 0.0426
O, 8.4941, 11.1341, 16.2493, -0.1055, -0.2525, -0.2138
O, 7.053, 8.483, 12.9405, -0.2393, 0, -0.1284
O, 2.5857, -1.0679, 11.3382, 0.0394, -0.296, -0.5344
O, 8.3937, 6.6107, 19.7763, -0.2145, -0.0746, -0.1363
O, 8.1454, 4.5473, 15.4035, 0.1156, 0.2227, 0.0461
O, 8.6614, -4.7819, 22.3055, 0.0408, 0.0713, 0.2858
O, -1.1313, -3.643, 20.734, 0.1264, -0.0831, 0.3448
O, 1.5104, 12.877, 17.1045, -0.0955, -0.0604, 0.3046
O, -0.0287, 4.6011, 12.9587, -0.1349, -0.0631, 0.0002
O, 6.3283, 7.7998, 18.6732, 0.1987, 0.2192, -0.1496
O, 1.1438, 0.105, 17.9807, 0.0158, 0.0249, -0.139
O, 11.6503, 6.6191, -4.3606, -0.144, 0.1043, -0.082
O, 4.8981, 9.9794, 13.296, 0.0658, -0.2846, -0.1362
O, 6.9333, 4.1595, 17.6584, 0.2215, -0.1101, 0.1507
O, 4.5807, 0.1658, 19.6146, 0.2718, 0.0749, -0.1959
O, 6.5892, -0.155, -1.2038, -0.0929, -0.2163, 0.3568
O, 5.3497, 2.7711, 19.3561, 0.1337, -0.2959, -0.2091
O, 6.8259, 5.9001, 13.5901, 0.085, 0.1614, -0.2965
O, 3.3535, -3.7427, 18.4795, -0.0856, -0.0504, 0.1313
O, 5.1548, 4.0447, 22.4451, -0.0885, -0.0551, 0.1503

Results
free energy: -64047.591 eV
free energy less fixed offsets of O -463.61, Si -117.95 eV per atom: -26.851 eV
pressure: -2.52 GPa
stress xx, yy, zz, yz, xz, xy (GPa, positive in tension): 1.73, 4.29, 1.54, 0.14, -0.07, -0.06

The program warned: the forces do not sum to zero within the program's tolerance.
